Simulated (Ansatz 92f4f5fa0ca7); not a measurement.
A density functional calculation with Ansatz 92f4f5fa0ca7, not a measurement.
Periodic cell of 184 atoms, Si120O64, from a study of silicon, its oxide and their interface. The atomic structure is a simulated model.

Settings: functional r2SCAN; potential files Ansatz PAW; basis plane waves; wave-function cutoff 800 eV; density cutoff ratio 5; exchange-correlation grid ratio 1; k mesh 1 x 1 x 1, shifted by 0.5 0.5 0 of a step; self-consistency stop 1e-10 eV per atom in the density residual; occupations fixed; spin none; net charge 0.

Cell vectors (angstrom)
a, 10.88, 0, 0
b, 0, 10.88, 0
c, 0, 0, 27.1591

Atoms and the computed forces on them: element, x, y, z (angstrom), force x, y, z (eV/angstrom)
Si, 0.1671, -0.1251, 0.0345, 0.011, 0.0647, -0.1382
Si, 2.9933, 2.3384, 0.1541, -0.0627, -0.0038, -0.1591
Si, -0.2602, 5.7852, -0.0852, 0.012, 0.0529, -0.1466
Si, 2.2011, 8.3809, -0.1182, -0.0701, -0.0318, -0.22
Si, 5.2112, 0.1301, 0.0379, 0.0172, -0.0038, -0.214
Si, 7.9051, 2.9194, -0.2155, -0.0456, -0.0185, -0.1385
Si, 5.643, 5.1149, -0.1388, -0.0058, 0.0059, -0.1743
Si, 8.3075, 7.8748, 0.1378, -0.0024, -0.0314, -0.1166
Si, 1.3692, 1.2885, 1.4293, -0.0058, 0.0142, 0.007
Si, 4.0926, 4.0507, 1.2704, 0.0002, 0.0111, 0.0248
Si, 1.2473, 6.8413, 1.3555, 0.0241, -0.0028, 0.0145
Si, 3.9897, 9.3823, 1.1587, 0.006, -0.0032, 0.0526
Si, 6.8038, 1.3646, 1.2314, 0.0274, 0.0104, 0.0058
Si, 9.519, 4.0517, 1.0955, 0.0059, -0.0283, 0.0507
Si, 6.7478, 6.6515, 1.3082, -0.0077, -0.0097, 0.0274
Si, 9.4834, 9.5321, 1.3059, 0.009, 0.0077, 0.0052
Si, -0.0335, 2.7451, 2.5795, -0.0048, 0.0075, -0.0148
Si, 2.7351, -0.1272, 2.6851, -0.0048, -0.0009, -0.0236
Si, -0.0597, 8.1919, 2.7286, -0.0168, -0.0046, -0.0002
Si, 2.6976, 5.4435, 2.5788, -0.0022, 0, -0.0075
Si, 5.4475, 2.6955, 2.6506, 0.016, 0.0292, -0.0155
Si, 8.1305, 0.0209, 2.6175, 0.0096, -0.0047, -0.0015
Si, 5.3839, 8.0944, 2.5643, -0.015, -0.0303, -0.0009
Si, 8.1754, 5.3415, 2.6257, -0.0073, -0.0128, -0.0377
Si, 1.3327, 4.0923, 3.9418, -0.0061, -0.008, 0.0098
Si, 4.0829, 1.3166, 3.9793, -0.0093, -0.0135, 0.0518
Si, 1.3497, 9.489, 4.0657, 0.0098, -0.0123, 0.04
Si, 4.0494, 6.7774, 3.9654, 0.0132, 0.0169, 0.0013
Si, 6.8051, 4.0364, 4.0101, -0.0035, 0.0052, 0.0278
Si, 9.5058, 1.3785, 3.9581, -0.0083, 0.0005, 0.0163
Si, 6.7506, 9.5007, 3.9219, 0.0155, 0.0123, 0.0203
Si, 9.47, 6.7729, 3.9972, 0.0242, -0.0113, 0.0279
Si, -0.0112, 0.0309, 5.3349, -0.0024, 0.0031, 0.0032
Si, 2.6977, 2.7156, 5.2974, 0.0022, -0.0033, 0.0078
Si, -0.0031, 5.4435, 5.3368, -0.0095, 0.0077, 0.0022
Si, 2.7279, 8.1225, 5.3736, -0.018, -0.0052, 0.0056
Si, 5.447, -0.0171, 5.3398, 0.0061, 0.0052, 0.0109
Si, 8.1607, 2.6981, 5.3596, 0.0022, -0.003, 0.0088
Si, 5.4283, 5.4417, 5.3214, 0.0085, -0.0106, -0.0018
Si, 8.1186, 8.1625, 5.3199, -0.0148, 0.001, 0.0077
Si, 1.3447, 1.3827, 6.6913, 0.0041, 0.0041, -0.0037
Si, 4.0566, 4.0858, 6.6678, -0.0111, 0.0054, -0.004
Si, 1.3626, 6.7788, 6.7174, 0.003, -0.0053, -0.008
Si, 4.087, 9.5154, 6.6992, 0.0118, 0.0052, -0.0028
Si, 6.8124, 1.34, 6.7109, -0.0056, -0.0104, -0.007
Si, 9.5071, 4.0905, 6.6881, 0.002, 0.0086, -0.0096
Si, 6.7672, 6.8162, 6.691, 0.0082, 0.001, -0.0022
Si, 9.5102, 9.534, 6.6706, 0.0021, -0.0046, -0.0022
Si, -0.0188, 2.7452, 8.0423, -0.0076, -0.0113, -0.0075
Si, 2.7202, 0.0113, 8.0256, -0.0093, -0.0127, 0.0148
Si, 0.0165, 8.1852, 8.0238, 0.002, 0.0072, 0.0139
Si, 2.7251, 5.4383, 8.0847, 0.0041, -0.0063, -0.0057
Si, 5.4377, 2.7442, 8.0101, 0.0151, 0.0035, 0.01
Si, 8.1866, 0.0019, 8.0746, -0.0052, 0.0071, -0.0006
Si, 5.4626, 8.1981, 8.074, -0.0016, 0.0099, 0.0003
Si, 8.1438, 5.4614, 8.0334, -0.0146, -0.009, 0.0101
Si, 1.3161, 4.0839, 9.415, -0.0032, 0.0252, -0.0178
Si, 4.0874, 1.3859, 9.3492, 0.0032, 0.0125, -0.0057
Si, 1.3862, 9.5285, 9.4086, -0.0073, -0.0033, -0.0135
Si, 4.107, 6.8411, 9.4119, 0, 0.003, 0.0125
Si, 6.7836, 4.0979, 9.4005, -0.0019, -0.0106, -0.0029
Si, 9.5373, 1.3862, 9.4267, 0.0026, -0.0052, 0.0061
Si, 6.8398, 9.5468, 9.4567, -0.0109, -0.0015, -0.0142
Si, 9.503, 6.8541, 9.354, 0.0118, 0.0033, -0.0055
Si, 0.0436, 0.0247, 10.7624, 0.0028, 0.0161, -0.0227
Si, 2.7003, 2.695, 10.7025, 0.0214, -0.0549, -0.0144
Si, -0.0669, 5.4952, 10.715, -0.0153, 0.0091, 0.0044
Si, 2.7804, 8.2062, 10.797, 0.0055, -0.0103, -0.0283
Si, 5.4655, 0.0908, 10.7368, -0.0117, 0.0001, 0.0032
Si, 8.1261, 2.7223, 10.7745, -0.0035, 0.0237, -0.0125
Si, 5.4782, 5.5093, 10.7721, 0.0111, 0.0145, -0.0418
Si, 8.2361, 8.1951, 10.8086, 0.0049, -0.0207, -0.0364
Si, 1.4586, 1.2983, 12.1369, -0.0112, -0.005, 0.0073
Si, 4.0047, 4.1358, 11.9653, -0.0118, 0.0217, 0.0189
Si, 1.3168, 6.8405, 12.0385, -0.0205, -0.0108, -0.002
Si, 4.2016, 9.6167, 12.129, 0.0099, 0.037, -0.0052
Si, 6.7576, 1.4151, 12.1981, -0.0058, -0.0151, 0.005
Si, 9.4276, 4.1546, 12.0803, 0.0135, -0.0213, 0.0029
Si, 6.9059, 6.8308, 12.1754, -0.0041, -0.0241, 0.0261
Si, 9.5812, 9.6026, 12.1651, -0.0092, 0.0549, 0.0017
Si, 0.0132, 2.7906, 13.2253, -0.01, 0.0266, 0.0333
Si, 2.8956, -0.0101, 13.6258, 0.0024, -0.0371, -0.0223
Si, 0.1734, 8.2846, 13.4704, 0.0469, -0.0396, -0.0022
Si, 2.6332, 5.4462, 13.353, -0.0202, -0.0338, 0.0071
Si, 5.3411, 2.91, 13.3943, 0.0067, -0.0139, -0.0058
Si, 8.1237, 0.015, 13.5667, -0.0146, -0.0228, -0.0066
Si, 5.6114, 8.3126, 13.4782, 0.0017, 0.0183, 0.0093
Si, 8.1822, 5.4338, 13.6603, 0.0027, 0.0073, -0.0555
Si, 1.4734, 3.841, 14.6847, -0.0812, -0.0513, 0.0412
Si, 3.8737, 1.7845, 14.8465, -0.022, 0.0028, 0.131
Si, 1.9572, 9.1219, 14.9162, -0.023, -0.0507, 0.1313
Si, 4.0744, 6.9039, 14.4221, 0.0273, 0.0008, 0.0799
Si, 6.1934, 4.6163, 14.7871, -0.0706, 0.0263, 0.1664
Si, 9.6768, 1.3966, 14.5786, 0.0408, 0.0712, 0.0266
Si, 7.2655, 9.1908, 15.0578, -0.0035, -0.0064, 0.1367
Si, 9.5767, 7.0282, 14.7245, 0.0825, -0.0361, 0.1932
Si, -1.8227, 4.5675, 18.8791, -0.0082, 0.0207, 0.0236
Si, 10.4849, 0.9102, 21.9459, 0.0051, -0.0131, -0.0236
Si, -2.4962, -0.9483, 17.6876, 0.0064, 0.0054, 0.0482
Si, 0.6681, 3.4649, 22.371, 0.0098, 0.0072, -0.0199
Si, 11.0124, -0.2944, 16.5429, -0.0087, 0.0109, 0.0705
Si, 17.9078, -1.2261, 25.1202, 0.0042, -0.016, -0.0762
Si, 14.1259, 5.3459, 18.0948, 0.0116, 0.0272, 0.0146
Si, 12.9, -5.0185, 20.9235, 0.0082, -0.0035, -0.0028
Si, -1.9108, 4.8301, 22.0506, 0.0043, 0.007, -0.0035
Si, 10.5303, -3.6132, 22.0813, 0.0019, -0.0113, -0.0229
Si, 4.9604, 3.1736, 17.1048, -0.0371, 0.0008, 0.093
Si, 3.8169, -2.8208, 22.3715, -0.0038, 0.0019, -0.0138
Si, -1.6157, 1.0262, 24.908, 0.0164, -0.02, -0.0826
Si, 0.4526, 5.6085, 16.9383, 0.0063, 0.0094, 0.0584
Si, 6.1979, -1.1571, 22.3145, -0.0115, -0.0024, -0.0174
Si, 5.9957, 4.8681, 19.0091, -0.0075, 0.0042, 0.0306
Si, 8.8977, 9.6283, 20.687, 0.0044, 0.0122, 0.013
Si, 9.3786, 1.748, 17.5011, 0.0186, -0.0126, 0.0684
Si, 2.3205, 10.7267, 22.7926, 0.0032, -0.0013, -0.0246
Si, 13.4558, 2.0626, 24.4572, 0.0214, -0.0139, -0.0614
Si, 1.4385, 6.5023, 24.6899, 0.0169, -0.0169, -0.0944
Si, 4.276, 5.8557, 24.2025, -0.0186, 0.0116, -0.0814
Si, 5.963, 15.1126, 22.0187, 0.0039, -0.013, -0.0229
Si, 4.6695, 1.5427, 22.5561, -0.003, 0.0018, -0.0181
O, -6.771, -8.6278, -3.2406, -0.0044, -0.0017, 0.0304
O, -0.3621, 0.6924, -1.281, 0.0079, -0.031, 0.0419
O, 2.6686, -5.3275, -2.9788, 0.0001, 0.0053, 0.0291
O, 3.155, -3.9993, -5.6785, -0.0049, 0.0091, 0.0076
O, -1.4471, 6.8519, -0.4595, 0.0256, 0.0128, 0.0535
O, 1.2395, 9.6468, -0.4838, -0.0354, -0.012, 0.1561
O, 11.7213, -0.0927, -4.9732, -0.0123, 0.0122, 0.0181
O, 2.2149, 7.6266, -1.5793, 0.0159, 0.0223, 0.1034
O, 4.1106, 1.261, -0.3706, 0.0317, -0.011, 0.1568
O, 5.7772, -0.4481, -1.3823, -0.0054, 0.0203, 0.0891
O, 4.9129, 5.7056, -1.4788, 0.024, 0.0018, 0.1198
O, 8.5021, 2.325, -1.6326, 0.0081, 0.0099, 0.0905
O, 0.5594, 7.18, -3.6945, 0.0153, -0.0024, 0.0297
O, 6.7677, 4.0264, -0.6501, 0.0017, -0.0039, 0.0759
O, 9.7192, 12.0843, -3.7964, -0.0275, -0.0014, 0.0362
O, 7.4667, 8.4105, -1.1376, 0.0032, 0.0106, 0.0648
O, 9.2088, 3.0314, 18.4172, -0.001, -0.0065, -0.0388
O, -1.7564, 2.1437, 15.9394, -0.0023, -0.0337, -0.058
O, 4.5749, 1.7652, 16.3714, 0.0076, -0.0113, -0.0711
O, 8.5999, -1.6665, 19.1337, -0.0109, -0.0016, -0.0209
O, 3.059, 7.9333, 15.2646, -0.0073, 0.0418, -0.0597
O, 9.9261, 8.6636, 21.5047, -0.0052, 0.0021, 0.0198
O, 8.2728, 11.53, 17.9524, 0.004, -0.0071, -0.0166
O, 13.4721, 5.2254, 19.5627, 0.0023, 0.0001, -0.005
O, 5.5953, 14.1946, 18.6029, 0.0119, 0.0091, -0.0294
O, 5.1353, 5.8504, 15.1564, -0.0056, 0.0062, -0.0654
O, 12.5842, -6.3523, 21.7688, -0.0226, -0.0017, 0.0172
O, 10.8379, 0.3204, 15.0516, -0.0136, 0.0057, -0.0171
O, 8.3161, 7.9539, 15.1874, 0.0286, -0.0148, -0.1337
O, 7.1339, 9.553, 16.688, 0.0107, -0.0044, -0.0864
O, 11.5547, 4.2618, 16.0556, 0.0093, 0.0287, -0.0526
O, 13.3813, 2.6429, 15.081, 0.0618, 0.0613, -0.0672
O, 8.2709, -0.2291, 24.9647, -0.0011, 0.0104, 0.0328
O, 1.9825, 6.1004, 17.3305, -0.0183, -0.0129, -0.0316
O, -0.705, 4.1488, 22.8918, 0.0125, -0.0048, 0.0059
O, 4.8191, -5.0314, 18.3557, -0.0026, -0.0178, -0.0185
O, -0.5684, -5.5285, 18.1884, 0.0196, -0.0133, -0.0296
O, 1.4378, 2.75, 23.5654, 0.0148, 0.0005, 0.0111
O, -7.3435, 3.9964, 17.2287, 0.0082, -0.0098, -0.0119
O, 9.2198, 4.5784, 20.4762, -0.0017, -0.0023, -0.0177
O, 7.5216, -6.6124, 22.498, 0.0004, -0.001, -0.0029
O, 10.8482, 0.978, 17.5666, -0.0002, 0.0114, -0.0273
O, 9.7597, -1.2669, 16.8704, 0.0066, 0.0107, -0.0141
O, 12.3564, 9.6965, 16.4097, 0.0173, 0.0103, -0.0617
O, 7.5516, 5.1569, 18.5523, 0.0111, -0.006, -0.008
O, 6.1723, 3.8507, 16.2364, 0.0221, -0.0006, -0.1103
O, 5.0141, 8.8536, 21.6271, 0.0021, -0.0071, -0.0072
O, 0.4874, 5.5713, 25.6234, -0.0191, -0.0062, 0.0983
O, 5.4083, -8.1503, 21.7458, -0.0075, 0, 0.0064
O, 9.1636, 6.4132, 22.3157, 0.0086, 0.0017, 0.0042
O, 10.5442, -4.2141, 16.0054, -0.0662, 0.0191, -0.0591
O, 20.4075, 0.239, 20.833, 0.0062, -0.0099, -0.0085
O, 2.3316, 0.4482, 24.311, -0.0113, 0.0003, 0.0316
O, 2.7236, -1.7066, 22.7748, 0.0058, 0, 0.0051
O, -7.5277, 0.7936, 21.9203, -0.0051, 0.0098, 0.0185
O, 2.3401, 2.766, 25.8811, 0.0202, -0.0004, 0.0688
O, -4.9891, 15.9105, 20.6133, 0.0055, 0.0048, 0.0061
O, 5.765, 11.2403, 22.6984, 0.0017, -0.0056, 0.0054
O, 0.1835, 2.3008, 21.3437, -0.0003, 0.0056, 0.0088
O, 5.0478, 4.9143, 23.1472, -0.0025, 0.0079, 0.0349
O, 7.4356, 9.6883, 21.324, 0.0046, 0.0096, 0.0137
O, 6.6379, 9.0378, 23.6979, 0.003, 0.0029, 0.0436
O, 0.6203, 6.6968, 20.8928, -0.0065, 0.0048, 0.0008
O, 4.4265, 7.3855, 23.705, -0.0033, -0.0115, 0.021

Results
free energy: -113253.581 eV
free energy less fixed offsets of O -570.45, Si -639.56 eV per atom: 2.419 eV

The program warned: the cutoff lies below the one the program advises for these potential files; the forces do not sum to zero within the program's tolerance; empty levels may hold ghost states of the PAW files; the exchange-correlation potential is rough where the density is thin.
